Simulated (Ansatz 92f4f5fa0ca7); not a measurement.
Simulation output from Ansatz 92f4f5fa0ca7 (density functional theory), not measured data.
Periodic cell of 130 atoms, Si86O44, from a study of silicon, its oxide and their interface. The atomic structure is a simulated model.

Settings
functional: r2SCAN
potential files: Ansatz norm-conserving
basis: plane waves
wave-function cutoff: 1300 eV
density cutoff ratio: 4
exchange-correlation grid ratio: 1
k mesh: 2 x 2 x 1, shifted by 0.5 0.5 0.5 of a step
self-consistency stop: 5e-08 eV per atom in the density residual
occupations: Fermi-Dirac, 0.05 eV
spin: none
net charge: 0

Cell vectors (angstrom)
a	10.9176	-0.0709	0.0493
b	-0.0709	10.9694	0.0243
c	0.0872	0.043	19.3167

Atoms and the computed forces on them: element, x, y, z (angstrom), force x, y, z (eV/angstrom)
Si	0.0339	-0.0652	0.7442	-0.807	0.0418	-2.1006
Si	3.1891	2.5826	-0.4657	-1.6997	1.1214	-1.4175
Si	-0.5451	5.5673	-0.0996	1.8263	-0.8104	3.3114
Si	3.0713	7.6093	-0.2304	-0.7391	-2.6259	0.0919
Si	5.0613	0.2112	0.1483	1.1658	-0.8252	-1.2633
Si	8.6475	1.9926	0.0938	-2.3878	-1.6365	1.6673
Si	5.3785	5.5316	-0.2716	0.3948	1.3429	-0.3223
Si	8.3867	7.4742	0.6751	-4.6254	6.4245	0.45
Si	1.3881	1.7899	1.0928	1.0651	-0.4709	0.7527
Si	4.1761	4.2652	1.2082	0.2351	-2.0983	-0.0863
Si	1.4127	6.5986	1.4298	-1.2456	1.1478	-0.7541
Si	3.7006	9.4576	1.517	1.568	0.0691	-2.5245
Si	6.7255	1.3872	1.6797	0.5338	-0.9084	0.0752
Si	9.1803	3.8357	1.318	1.6348	1.1886	-0.2615
Si	6.5193	6.5386	1.697	-0.6352	1.5267	-1.1138
Si	9.363	9.326	1.8954	1.8019	-1.1828	0.4987
Si	0.0323	3.1069	2.5856	0.5132	-0.9019	0.2796
Si	2.9765	0.3327	2.4642	-3.2414	-0.029	0.6008
Si	0.1509	8.1553	3.2208	-0.1634	0.9802	-1.8759
Si	2.9511	5.6066	2.7063	-1.5167	-1.4191	0.2252
Si	5.2949	2.9122	2.9973	1.4204	0.1994	-1.7521
Si	8.2773	-0.1376	3.1958	-1.9695	0.0079	-1.5164
Si	5.2437	8.4769	2.9402	1.7021	-0.9764	0.5136
Si	7.9032	5.1455	2.8099	1.4092	1.1237	0.1394
Si	1.4239	4.2731	4.1398	-0.195	1.1199	-1.1888
Si	3.9926	1.4413	4.1011	0.8152	-0.0171	2.8181
Si	1.3131	10.0075	4.2984	0.9398	-1.2288	-0.6449
Si	3.9015	7.0188	4.1898	2.219	-0.9818	-0.1252
Si	6.7048	4.2148	4.3954	-0.3256	-1.7116	-0.0119
Si	9.7709	1.369	3.929	0.1736	0.5761	1.85
Si	6.8088	9.6213	4.6445	-0.2105	-0.2344	-0.3207
Si	9.5122	6.6691	4.2109	-0.6119	-0.3327	0.9985
Si	-0.0558	0.1324	5.7433	-0.6188	-0.4642	-0.4627
Si	2.5511	2.9554	5.5168	-1.7909	-4.3539	-1.6182
Si	-0.0127	5.4061	5.5965	0.1488	1.8457	-0.9218
Si	2.6291	8.2662	5.4841	-2.3902	1.5889	1.4735
Si	5.5627	-0.0137	6.0456	-1.1189	0.7824	-0.5971
Si	8.2159	2.6838	5.2929	-1.4071	-1.3893	0.8165
Si	5.219	5.4538	5.5483	-0.4626	1.0598	1.1346
Si	8.1623	8.1097	5.9316	0.5341	0.0374	-1.0324
Si	1.1079	1.6139	7.0472	1.6407	-0.3305	-0.8065
Si	3.8595	3.8624	6.8529	2.7057	3.8671	1.6326
Si	0.9725	7.1059	6.9201	2.259	-1.522	-0.5992
Si	3.6398	9.6344	7.0819	2.1335	0.7686	-0.6861
Si	6.8489	1.5786	7.594	1.546	-2.152	-3.9402
Si	9.5043	3.9153	6.5806	-0.905	1.0344	2.8655
Si	6.5584	6.8565	6.9968	-0.0807	-0.4459	1.6682
Si	9.5316	9.5376	7.4572	0.7573	-0.6954	-2.9315
Si	-0.265	2.9492	8.1954	0.6104	0.263	2.3826
Si	2.594	0.2659	8.33	1.2682	1.0868	-2.3866
Si	0.1237	8.3051	8.658	-1.6196	-0.6495	-0.3027
Si	2.7019	5.509	8.1942	0.3327	1.6579	-0.5587
Si	5.314	2.9361	8.3619	-0.6914	0.6153	0.6612
Si	8.4284	0.0542	8.5318	-1.8542	1.3833	2.225
Si	5.2276	8.5255	8.4196	1.1401	-0.1788	-1.4654
Si	8.1987	5.2876	8.6204	0.0257	0.9144	-1.7598
Si	1.3962	4.2583	9.5168	-2.0296	-1.4281	1.3794
Si	4.1374	1.4204	9.5898	-0.2799	1.4499	1.1493
Si	1.5449	9.7912	9.5372	-1.1696	-1.9149	3.7503
Si	4.1589	7.0072	9.5962	-0.4633	-2.0841	0.3638
Si	6.7808	3.9188	9.8711	-1.5394	1.5383	0.9617
Si	9.6308	1.5474	10.0924	-2.0859	0.335	-0.5364
Si	6.7921	9.5941	9.793	-0.4744	2.7419	-1.1129
Si	9.4711	6.8637	10.0305	1.718	-1.2665	-0.2408
Si	0.2457	0.2154	10.9173	1.6604	-2.1085	0.4886
Si	2.4174	2.5936	10.9507	0.2392	-0.681	0.1726
Si	0.3635	5.5581	11.4123	1.6527	0.6509	-0.4235
Si	2.7246	7.9723	11.06	-2.6875	-0.2669	0.5665
Si	5.7985	0.467	10.9286	-1.0383	-2.3604	3.1331
Si	7.4894	2.4644	11.5453	1.8014	1.3168	2.7383
Si	5.5793	5.9255	11.1496	0.7538	1.1897	0.8382
Si	7.9762	8.2345	11.0178	-1.37	-2.3128	3.1516
Si	-3.2447	3.8315	17.3153	-1.8504	0.794	-1.1761
Si	12.864	2.5897	16.0792	1.0704	-2.5774	0.7318
Si	9.2266	6.5453	14.819	-0.3187	3.0852	-0.3504
Si	9.3538	9.0165	16.0924	0.4384	3.9275	1.9343
Si	12.9992	15.076	13.5781	-1.5842	-1.6532	-0.4963
Si	1.193	-1.8191	17.6896	0.1735	-3.0742	-3.336
Si	4.4951	5.8363	14.1454	-0.11	-1.3018	2.1761
Si	7.1394	4.3676	14.2596	0.7011	-1.4691	0.3672
Si	5.0654	8.7806	15.1319	1.0855	-3.6119	7.3317
Si	9.9123	-1.9116	13.1471	0.7757	-0.8815	2.0716
Si	2.6133	-0.3486	15.5903	5.5956	-0.7268	-3.5326
Si	3.7675	9.8221	12.9879	3.2228	1.6017	1.3093
Si	10.6905	4.466	16.6043	-2.3101	-0.4409	4.8987
Si	6.8783	9.2944	17.666	0.754	0.6997	-3.8089
O	-1.447	-4.1448	-0.2834	1.7287	-1.3527	-2.5601
O	1.0301	-0.8078	-0.4724	-0.1354	0.8418	1.4874
O	2.8648	5.0994	-4.8514	2.2953	2.553	-0.6423
O	3.977	1.2153	-0.7762	1.8315	-1.1569	1.2969
O	0.5486	4.6933	-6.3566	1.2072	0.4809	-1.1179
O	-13.3075	7.7658	-3.3813	0.7381	-6.6078	-4.0903
O	1.9045	7.6586	-1.4051	-0.1569	2.5394	1.3147
O	2.8268	14.0947	-2.1779	0.8211	0.7057	3.4462
O	5.9798	-0.5846	-1.0205	-2.4496	2.9983	1.3174
O	7.3862	3.6826	-3.5907	-0.0887	-0.5104	1.1045
O	7.3799	2.4329	-0.9277	1.1106	0.2487	-1.5941
O	9.6829	0.7072	-0.0184	-0.6894	1.2577	-0.6924
O	11.2666	2.9615	-2.8391	0.0388	1.0346	-1.1025
O	6.5671	4.9141	-1.2716	0.1472	-0.7762	-0.2751
O	7.4831	8.7404	-0.3586	2.585	-3.8896	2.5538
O	11.2901	5.1015	-1.2851	-0.228	-0.728	-3.0145
O	-0.0841	-1.0592	12.0127	0.4159	0.8906	0.6772
O	1.4296	1.2535	11.3913	1.0064	1.8736	0.4448
O	5.5426	4.5142	14.4576	-1.1318	2.5056	-1.1367
O	1.5412	6.7731	11.2604	0.1065	0.4352	0.6611
O	2.9636	3.5432	12.261	-0.3229	-0.8019	-1.9156
O	3.0596	8.4636	12.6328	-1.0273	-1.2993	-2.0843
O	5.327	9.305	13.7084	-1.2356	0.9236	-2.9973
O	6.7455	1.2352	12.3348	-1.8864	-1.5365	-3.9489
O	4.4667	-0.3449	11.7285	0.6258	0.8309	-0.6956
O	7.5957	3.4073	13.0085	0.0013	0.1395	-1.143
O	13.1322	0.9651	16.2427	-0.9673	0.1683	0.1854
O	4.7077	6.2404	12.625	0.6663	-1.0178	-2.298
O	10.5486	8.7281	17.2776	-1.7805	0.8461	-1.5966
O	8.4596	8.9985	12.4341	-2.5542	-0.5643	-2.0685
O	6.8977	6.9183	11.4443	0.3587	0.8021	-0.5153
O	-2.8854	9.9238	16.4553	-0.1837	1.297	2.5621
O	10.0438	7.374	13.5747	-0.2308	1.1052	1.2295
O	9.2525	3.9404	17.3651	1.7407	1.1895	0.1708
O	13.0602	2.7623	14.5267	-0.9168	1.2884	-1.0863
O	10.2249	5.6138	15.6252	1.7734	-1.0986	-0.1257
O	12.7783	9.3135	16.2819	-2.6755	0.0634	1.5647
O	8.1287	5.6697	14.0911	-1.3283	-0.2467	0.1489
O	4.7481	7.0913	15.152	-0.8595	0.3448	-1.8346
O	5.9939	8.3884	16.6623	-0.6673	1.0033	-1.8526
O	-6.6588	6.6014	18.2105	0.5523	0.6912	2.5514
O	2.7745	10.7	13.9174	-0.8525	-0.0059	1.0566
O	9.7951	-1.1814	14.6404	1.1715	-1.3425	-0.5901
O	15.075	9.8462	15.8359	-2.0935	1.5008	0.9255

Results
free energy: -30531.719 eV
free energy less fixed offsets of O -463.61, Si -117.95 eV per atom: 10.821 eV
pressure: -2.81 GPa
stress xx, yy, zz, yz, xz, xy (GPa, positive in tension): 1.89, 1.85, 4.69, 0.57, -0.41, -1.46
